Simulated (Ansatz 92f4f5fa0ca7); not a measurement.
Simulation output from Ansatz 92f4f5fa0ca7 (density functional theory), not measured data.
Periodic cell of 224 atoms, Si133O90H1, from a study of silicon, its oxide and their interface. The atomic structure is a simulated model.
Doubt: the cutoff is far below the 930 eV that the study's wrapper takes by default for these files, so forces and energies are approximate.
This geometry differs little from another in the collection (a relaxation step or a small displacement).

Settings
functional: PBE
potential files: Ansatz PAW
basis: plane waves
wave-function cutoff: 580 eV
density cutoff ratio: 5
exchange-correlation grid ratio: 1
k mesh: 1 x 1 x 1, Gamma-centred
self-consistency stop: 5e-08 eV per atom in the density residual
occupations: fixed
spin: none
net charge: +1 e, with a uniform compensating background and no finite-size correction

Cell vectors (angstrom)
a, 10.938, 0, 0
b, 0, 10.938, 0
c, 0, 0, 32.4918

Atoms and the computed forces on them: element, x, y, z (angstrom), force x, y, z (eV/angstrom)
Si, 0.2965, -0.1806, 25.0441, 0.0036, -0.0089, 0.009
Si, 5.2094, 0.4617, 25.0376, -0.0002, 0.0171, -0.0039
Si, 2.9076, 2.6446, 25.1226, 0.0129, -0.0087, 0.001
Si, 7.9429, 2.9834, 25.01, -0.0046, 0.0007, 0.0196
Si, -0.1993, 5.758, 25.0144, 0.0009, 0.0032, 0.0214
Si, 5.7362, 5.2524, 25.0352, 0.0077, -0.0095, 0.0153
Si, 2.5204, 8.5073, 24.9799, -0.0053, 0.004, 0.0166
Si, 8.4871, 7.9986, 24.9461, 0.0053, -0.0053, 0.023
Si, 1.3876, 1.3934, 26.4036, 0.012, -0.0081, 0.0061
Si, 6.8259, 1.4532, 26.4086, -0.0045, 0.0101, -0.0013
Si, 4.1319, 4.1725, 26.3979, 0.0082, -0.0059, 0.0019
Si, 9.5751, 4.1357, 26.2908, -0.0059, 0.0084, 0.0006
Si, 1.3773, 6.9148, 26.3346, -0.0073, 0.0099, -0.003
Si, 6.8878, 6.87, 26.3004, 0.0072, -0.0036, 0.0016
Si, 4.1345, 9.647, 26.2645, -0.0109, 0.0055, 0.0051
Si, 9.5932, 9.5983, 26.3006, 0.0094, -0.0025, -0.0016
Si, 2.7593, -0.0018, 27.7263, -0.0028, 0.0026, -0.0179
Si, 8.2006, 0.0065, 27.6839, 0.0011, -0.0047, 0.0011
Si, -0.0288, 2.755, 27.6945, 0.0016, -0.0049, 0.0036
Si, 5.4437, 2.7705, 27.7692, -0.0018, -0.0008, -0.0073
Si, 2.7145, 5.5145, 27.7044, 0.0031, -0.0059, 0.0058
Si, 8.2095, 5.4775, 27.7055, -0.0037, -0.0016, -0.0087
Si, -0.0181, 8.2286, 27.7206, -0.0007, -0.0003, -0.0052
Si, 5.4678, 8.2236, 27.6504, 0.0049, -0.0095, 0.0039
Si, 4.1018, 1.3673, 29.0735, -0.037, -0.0188, 0.372
Si, 9.5708, 1.3673, 29.0735, -0.0861, 0.0248, -0.079
Si, 1.3673, 4.1018, 29.0735, -0.0805, 0.0823, -0.1454
Si, 6.8362, 4.1018, 29.0735, 0.1102, 0.2284, 0.2668
Si, 4.1018, 6.8362, 29.0735, 0.0724, 0.2632, -0.1652
Si, 9.5708, 6.8362, 29.0735, 0.0093, 0.0065, 0.1059
Si, 1.3673, 9.5708, 29.0735, 0.0474, 0.0378, 0.1165
Si, 6.8362, 9.5708, 29.0735, -0.0369, -0.0235, -0.2443
Si, 0, 0, 30.4408, 0.0786, 0.0019, -0.0279
Si, 5.469, 0, 30.4408, -0.0019, 0.0155, 0.0046
Si, 2.7345, 2.7345, 30.4408, 0.0464, -0.0493, -0.0107
Si, 8.2035, 2.7345, 30.4408, -0.013, 0.0085, -0.0067
Si, 0, 5.469, 30.4408, -0.0125, 0.0322, 0.0023
Si, 5.469, 5.469, 30.4408, 0.0977, 0.0151, -0.016
Si, 2.7345, 8.2035, 30.4408, 0.0255, 0.0239, -0.0104
Si, 8.2035, 8.2035, 30.4408, 0.0132, -0.0421, -0.0289
Si, 1.3673, 1.3673, 31.808, -0.0532, 0.0281, 0.0046
Si, 6.8362, 1.3673, 31.808, 0.0069, 0.0169, 0.0054
Si, 4.1018, 4.1018, 31.808, -0.0516, 0.0125, -0.041
Si, 9.5708, 4.1018, 31.808, 0.0081, -0.0278, -0.0264
Si, 1.3673, 6.8362, 31.808, 0.0446, 0.0337, -0.0041
Si, 6.8362, 6.8362, 31.808, -0.0399, 0.0235, -0.0067
Si, 4.1018, 9.5708, 31.808, -0.0251, -0.0064, -0.0416
Si, 9.5708, 9.5708, 31.808, -0.0149, 0.0207, -0.03
Si, 2.7345, 0, 0.6835, 0.0362, -0.0195, 0.0184
Si, 8.2035, 0, 0.6835, 0.0355, -0.0609, 0.0246
Si, 0, 2.7345, 0.6835, -0.0279, 0.0273, 0.0119
Si, 5.469, 2.7345, 0.6835, 0.0167, -0.0197, 0.0008
Si, 2.7345, 5.469, 0.6835, 0.0719, -0.0327, 0.0329
Si, 8.2035, 5.469, 0.6835, -0.0029, 0.0465, 0.0176
Si, 0, 8.2035, 0.6835, -0.0104, -0.0547, -0.0027
Si, 5.469, 8.2035, 0.6835, -0.0025, 0.0018, 0.0307
Si, 4.1018, 1.3673, 2.0507, -0.0127, 0.0265, 0.0374
Si, 9.5708, 1.3673, 2.0507, 0.0701, 0.0472, 0.019
Si, 1.3673, 4.1018, 2.0507, -0.0907, -0.0614, -0.0097
Si, 6.8362, 4.1018, 2.0507, -0.1026, -0.1004, 0.0179
Si, 4.1018, 6.8362, 2.0507, -0.1292, -0.0186, -0.0619
Si, 9.5708, 6.8362, 2.0507, -0.0003, 0.0957, 0.0088
Si, 1.3673, 9.5708, 2.0507, -0.0102, -0.0061, 0.0252
Si, 6.8362, 9.5708, 2.0507, -0.0308, -0.0278, -0.006
Si, 0, 0, 3.418, -0.0907, 0.166, 0.0994
Si, 5.469, 0, 3.418, 0.3537, 0.1507, -0.2523
Si, 2.7345, 2.7345, 3.418, -0.1681, -0.1046, -0.2972
Si, 8.2035, 2.7345, 3.418, 0.0576, 0.1356, 0.2931
Si, 0, 5.469, 3.418, -0.1195, -0.2038, 0.2616
Si, 5.469, 5.469, 3.418, -0.0353, -0.0549, 0.2365
Si, 2.7345, 8.2035, 3.418, -0.2474, -0.5432, -0.3939
Si, 8.2035, 8.2035, 3.418, 0.2819, -0.0187, -0.1439
Si, 1.3685, 1.4017, 4.8042, -0.004, -0.0569, 0.0106
Si, 6.8554, 1.3511, 4.8051, 0.0197, -0.0244, 0.0198
Si, 3.9807, 4.1309, 4.7804, -0.0187, 0.0158, 0.0451
Si, 9.577, 4.0768, 4.8654, -0.0021, -0.0064, -0.0193
Si, 1.3498, 6.8207, 4.8023, -0.0124, 0.0064, 0.0277
Si, 6.941, 6.7597, 4.7704, -0.0334, -0.0773, 0.049
Si, 4.1792, 9.4723, 4.667, 0.0069, -0.01, -0.0366
Si, 9.5374, 9.6097, 4.7866, 0.0303, 0.0216, 0.0667
Si, 2.6902, -0.2571, 5.9415, 0.0305, 0.1167, 0.0485
Si, 8.1831, 0.0061, 6.2702, -0.0548, -0.0104, -0.0388
Si, -0.0461, 2.6771, 6.2904, -0.0041, 0.001, -0.0069
Si, 5.4049, 2.7304, 6.0742, 0.0412, 0.0448, -0.0037
Si, 2.5563, 5.3915, 6.2668, -0.0091, -0.0269, -0.0293
Si, 8.2198, 5.401, 6.3283, -0.0174, 0.0275, -0.0004
Si, -0.0725, 8.1669, 6.1208, -0.0151, -0.0039, -0.0473
Si, 5.5072, 8.1189, 6.0051, -0.0306, 0.0015, 0.0042
Si, 3.965, 1.2096, 7.1036, -0.1521, -0.0896, 0.0298
Si, 9.9072, 0.9792, 7.6363, 0.0088, 0.0148, 0.0442
Si, 1.0519, 4.1431, 7.7888, 0.004, 0.0251, 0.1219
Si, 6.4926, 4.2346, 7.5151, 0.0154, -0.0192, 0.0368
Si, 4.3491, 6.5301, 7.2424, -0.0018, 0.0237, 0.0023
Si, 9.23, 7.2221, 7.5342, 0.0671, -0.0477, 0.1003
Si, 1.2191, 9.6216, 7.4386, -0.0213, -0.0003, -0.0243
Si, 6.8825, 9.3618, 7.4579, 0.0045, 0.1448, 0.0986
O, 9.6091, 6.8599, 24.5348, -0.0053, 0.0053, -0.0122
O, 4.0082, 1.5196, 24.6524, -0.0095, -0.0013, 0.0154
O, 8.0078, 8.2551, 7.8796, 0.068, -0.1462, -0.0647
O, 3.3399, 1.2405, 8.6013, 0.0614, 0.0895, 0.0421
O, 6.8226, 4.107, 24.5195, -0.0056, 0.0076, -0.0076
O, 1.3796, 9.618, 24.4981, -0.0047, 0.0057, -0.0025
O, 5.422, 5.4366, 7.8633, 0.0006, 0.0101, 0.0052
O, 0.1777, -0.1188, 7.7908, -0.0024, 0.0033, 0.011
O, 6.8073, 3.388, 8.9056, 0.0031, 0.0511, -0.0656
O, 6.2201, 9.9276, 8.8616, 0.0738, 0.0644, 0.0829
O, 9.9071, 7.2166, 9.0496, -0.101, 0.0624, -0.0742
O, 1.8991, 9.1545, 8.8677, 0.0056, -0.0041, 0.0221
O, 5.7403, 1.1983, 10.1307, 0.0463, 0.0369, 0.0733
O, 1.9115, 3.3615, 8.9331, -0.0432, -0.0036, -0.0947
O, 9.6841, 1.3549, 9.2146, -0.0141, -0.0033, -0.0297
O, 3.8649, 7.471, 8.4703, 0.0083, -0.0176, -0.0298
O, 7.9057, 8.5873, 23.5289, -0.0027, 0.0055, -0.0176
O, 8.4944, 2.2164, 23.6698, 0.0068, -0.0085, -0.0118
O, 5.0568, 5.9148, 23.7018, -0.0061, 0.0036, -0.007
O, 2.2952, 3.3068, 23.7535, -0.0005, 0.0033, -0.0097
O, 10.6273, 0.6243, 23.7532, -0.0063, 0.0019, -0.0069
O, 0.436, 5.1783, 23.6187, 0.0078, -0.0075, -0.0125
O, 3.203, 7.851, 23.6364, 0.0057, -0.0077, -0.0101
O, 5.5045, 14.1394, 19.363, 0.0185, -0.0116, 0.0233
Si, 11.4594, 2.369, 20.9014, 0, 0.0055, 0.0064
Si, 7.8879, 9.387, 22.1053, -0.0014, 0.001, 0.0135
Si, 2.4231, 5.1563, 13.5846, 0.0058, -0.0152, -0.0196
Si, 12.3761, 7.3719, 16.8902, -0.0018, 0.0036, 0.0017
Si, 0.0365, -4.7026, 9.7565, 0.0292, -0.02, -0.0079
Si, 11.0202, 8.8915, 14.8335, 0.0054, 0.0056, -0.0029
Si, -1.2689, -5.0028, 17.7976, 0.0051, 0.0015, 0.0019
Si, 1.6551, 4.4697, 22.804, -0.0005, 0.0042, 0.0086
Si, 4.6726, 10.9586, 17.0524, -0.0047, 0.0146, 0.02
Si, 6.981, 5.821, 16.4806, -0.0152, 0.0032, 0.0299
Si, 5.8389, 2.8352, 10.1217, -0.0804, -0.3206, -0.0817
Si, 2.8552, 9.2683, 18.7467, 0.0028, 0.0086, 0.0064
Si, 7.913, 3.7725, 11.866, 0.0031, -0.0466, -0.0659
Si, 9.2116, 1.1029, 10.7612, -0.1551, -0.002, -0.0069
Si, 9.2623, 1.6264, 15.9839, -0.0056, -0.0021, -0.0045
Si, 2.7708, 4.6963, 16.6299, 0.0013, 0.004, -0.0053
Si, -3.7381, 3.4692, 14.7343, 0.0482, -0.0896, 0.0244
Si, 6.4453, 10.6649, 10.3202, 0.0288, 0.2583, -0.2782
Si, 16.1256, 4.5304, 18.4916, -0.0181, -0.0019, 0.0117
Si, 5.0353, 7.2422, 19.9121, -0.0037, -0.0043, 0.0159
Si, -1.5202, 1.183, 22.8097, 0.0033, 0.0034, 0.014
Si, 2.3573, 2.3301, 12.5911, -0.0768, 0.1806, -0.0675
Si, 5.489, 10.9355, 22.0149, 0.0049, 0.0031, 0.0116
Si, 0.2403, 6.9413, 12.7988, 0.002, -0.0069, -0.0057
Si, 13.9321, 2.4497, 9.6816, 0.0778, -0.0579, -0.1069
Si, 11.1138, 3.2386, 17.8886, -0.0011, -0.0029, 0.0032
Si, 8.1782, 7.9751, 19.4714, 0.0011, -0.001, 0.0088
Si, -6.1083, 1.4151, 14.3783, 0.122, 0.0108, 0.0012
Si, -2.1254, -1.2354, 16.827, 0.0008, 0.0013, 0.0096
Si, 3.0122, 7.8822, 12.4207, 0.0045, 0.0008, -0.0083
Si, -5.7708, 1.6344, 19.5698, -0.005, -0.009, 0.0134
Si, -0.1529, 0.687, 13.3915, -0.0129, -0.0046, 0.0233
Si, 3.9179, 6.6452, 22.7933, -0.003, 0.001, 0.01
Si, 2.7881, 0.394, 20.8246, 0.0046, 0.0029, -0.0002
Si, 13.6204, 7.8548, 9.4821, 0.003, -0.0034, 0.0155
Si, 6.3273, 8.6255, 15.5596, -0.0084, 0.0048, 0.0043
Si, 5.2898, -1.3148, 13.0353, 0.0298, 0.0492, -0.0171
O, 6.582, 5.0271, 17.8368, 0.0657, 0.0151, -0.0113
O, -0.3696, -4.6412, 11.3772, 0.0033, -0.0019, 0.0222
O, 6.6516, 4.9146, 15.1906, -0.0821, 0.1039, 0.01
O, 2.2319, 10.0193, 20.0451, -0.003, -0.0002, 0.0016
O, -0.0675, 4.8962, 8.7865, 0.0641, -0.0504, -0.0176
O, 1.0616, 3.8111, 21.4447, -0.0023, -0.0019, -0.004
O, 1.5998, 6.6461, 9.6316, 0.0245, 0.0097, -0.0036
O, -5.3801, 0.1239, 13.7208, 0.045, -0.0501, -0.0193
O, 14.3034, 6.4211, 13.096, -0.0001, -0.0001, 0.0026
O, 8.6982, 11.3232, 16.8822, 0.0015, 0.0027, 0.0034
O, 5.4165, 9.698, 16.3596, 0.0075, -0.0124, 0.0004
O, -1.301, 1.169, 14.4506, -0.0075, -0.0077, 0.0004
O, 2.4735, 3.955, 12.4809, 0.0012, 0.0322, 0.0056
O, 6.059, 8.5126, 13.9483, 0.017, -0.0434, -0.0158
O, 2.8451, 4.4927, 15.0055, 0.0021, -0.0032, 0.0012
O, 6.3571, 3.3619, 11.5485, 0.1208, 0.1343, 0.0499
O, 3.5663, 1.7441, 13.4487, 0.1243, -0.0513, 0.0562
O, 15.078, 4.1518, 17.3029, -0.0205, -0.008, -0.0366
O, -2.8658, 13.6764, 15.8997, 0.0135, -0.0068, 0.0088
O, 0.8687, 5.6884, 13.6329, -0.002, 0.0046, 0.0034
O, 7.8563, 9.1144, 15.6647, 0.0379, 0.0089, -0.0037
O, 0.4463, 2.423, 19.2761, -0.0001, 0.0016, -0.0112
O, 4.6195, 5.7395, 19.4157, -0.0215, 0.0207, 0.0203
O, 8.1068, 5.2358, 11.2021, 0.002, -0.0604, 0.0094
O, 10.9933, 6.5965, 17.1589, 0.0004, 0.0008, 0.0016
O, 2.7806, 5.5581, 22.3698, 0.0008, -0.0002, -0.0023
O, 9.1222, 6.6855, 19.1389, 0.0004, -0.0011, 0.0027
O, 1.3908, 8.0159, 12.3654, -0.0009, -0.0001, -0.0029
O, -5.384, 0.7229, 18.2536, 0.015, -0.0098, -0.008
O, 8.0018, 0.0009, 10.6973, 0.0038, 0.0548, -0.0579
O, 11.3975, -0.7126, 13.9692, -0.002, -0.0179, 0.0121
O, 4.3168, 3.3672, 9.8868, 0.0732, 0.0233, 0.003
O, 4.1579, 8.3775, 19.1441, 0.0122, -0.0052, -0.0034
O, 8.5766, 6.0906, 16.594, 0.0541, 0.0105, 0.0004
O, 1.5458, 3.8785, 17.2981, -0.0087, -0.0031, 0.0024
O, -0.7116, 7.8195, 13.8097, -0.0027, 0.0034, 0.0033
O, 5.8959, 2.6133, 14.342, -0.0508, -0.0386, -0.0267
O, 2.6594, 6.3007, 16.8795, 0.0033, 0.0009, 0.0029
O, 10.0016, 4.3937, 18.1906, -0.0005, -0.0002, 0.0008
O, 4.3486, 1.1248, 15.8995, -0.0515, -0.0072, 0.1123
O, 3.4768, 8.036, 10.869, -0.0089, -0.0045, -0.0022
O, 3.7193, -1.7782, 13.132, -0.0596, -0.0106, -0.0015
O, 8.5745, 10.8499, 22.2698, -0.0001, -0.0015, -0.0005
O, -2.7684, 3.7263, 13.4618, 0.0736, 0.0255, -0.0686
O, 10.0029, 2.0166, 21.5414, -0.0003, 0.0021, -0.0016
O, 8.6426, 8.5547, 20.926, 0.0023, -0.0035, -0.0074
O, -4.9969, 1.153, 20.9358, 0.0037, -0.0009, 0.0098
O, 5.7883, -1.1971, 11.4806, -0.0535, -0.11, 0.0883
O, 1.4207, 8.1297, 15.423, 0.0005, 0.0019, -0.0006
O, 2.449, 1.7845, 11.0465, -0.0703, -0.0916, -0.1217
O, 6.6065, 7.5342, 19.5714, 0.0049, -0.0013, -0.0074
O, 1.6587, -2.5575, 18.1322, -0.0167, -0.0097, -0.0075
O, 1.5236, 12.128, 21.4343, 0.0031, -0.0036, 0.0016
O, 8.8669, 2.6134, 11.2324, -0.0947, -0.0365, 0.0124
O, 3.272, -0.5434, 17.6448, -0.0022, 0.0049, -0.0029
O, 8.4458, -1.8439, 18.2934, -0.0014, 0.0022, -0.0085
O, 10.2759, -1.6362, 16.2268, 0.0089, -0.0046, -0.0017
O, -0.3706, 2.2258, 16.7378, 0.0071, 0.0009, 0.0006
O, 0.9819, 1.8486, 13.2826, -0.1482, -0.0206, 0.1195
O, 6.3315, -1.3468, 21.6235, 0.0006, 0.0007, -0.001
O, 15.5963, 7.271, 21.4987, 0.0079, 0.0029, -0.0092
O, 5.922, 0.2314, 23.5727, -0.0027, -0.0015, -0.0072
O, -4.8108, 7.192, 16.2969, -0.0283, -0.0073, 0.0135
O, 3.5622, 1.4417, 19.8306, 0, 0.0037, 0.0001
O, 3.8607, -0.1475, 21.946, 0, 0.0001, -0.0011
O, 10.2373, 0.4635, 11.8588, 0.0168, -0.0112, -0.0218
H, 8.9137, 5.7437, 11.4205, -0.0037, -0.0207, -0.0018

Results
free energy: -135757.223 eV
free energy less fixed offsets of H -15.97, O -568.88, Si -635.61 eV per atom: -5.923 eV

The program warned: the cutoff lies below the one the program advises for these potential files; the forces do not sum to zero within the program's tolerance; the exchange-correlation potential is rough where the density is thin.
